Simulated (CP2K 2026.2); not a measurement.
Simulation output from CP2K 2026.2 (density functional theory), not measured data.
Periodic cell of 502 atoms, Si352O150, from a study of silicon, its oxide and their interface. The atomic structure is a simulated model.
Doubt: the forces sum to 1.34 eV/angstrom along one axis rather than to zero, so they err by at least 0.0027 eV/angstrom per atom on average; the grid cutoff is modest.

Settings
functional: PBE
method: Gaussian and plane waves
basis set: DZVP-MOLOPT-SR-GTH
pseudopotentials: GTH-PBE
grid cutoff: 350 Ry, relative cutoff 50 Ry
k points: Gamma only
occupations: fixed
spin: none
net charge: 0

Cell vectors (angstrom)
a	15.3867	0	0
b	0	15.3866	0
c	-7.4917	2.0366	38.2859

Atoms and the computed forces on them: element, x, y, z (angstrom), force x, y, z (eV/angstrom)
Si	7.869	2.403	32.264	-0.082	-0.105	0.725
Si	7.846	5.495	32.233	0.067	0.121	0.723
Si	7.855	10.673	31.989	0.014	0.059	0.044
Si	7.886	13.111	32.224	-0.04	-0.293	0.572
Si	-3.771	2.605	32.184	0.169	-0.125	0.773
Si	-3.601	5.705	32.32	-0.062	0.009	0.705
Si	-3.72	10.185	32.283	0.046	0.022	0.024
Si	-3.632	12.721	32.129	-0.005	-0.081	0.087
Si	0.272	1.75	32.211	-0.173	0.263	0.741
Si	0.217	6.638	32.172	-0.003	0.302	0.608
Si	0.144	9.12	32.299	0.016	-0.107	-0.017
Si	0.261	13.948	32.204	-0.123	-0.272	0.716
Si	3.878	2.293	32.328	0.168	-0.095	0.685
Si	4.056	5.413	32.073	-0.101	0.253	0.815
Si	3.936	10.573	32.238	-0.033	0.03	0.065
Si	3.941	13.008	32.395	0.116	-0.324	0.535
Si	-5.602	2.194	33.589	-0.006	-0.015	-0.034
Si	-5.61	5.906	33.527	-0.012	0.007	-0.02
Si	-5.721	9.935	33.464	0.003	-0.042	-0.062
Si	-5.522	13.496	33.433	-0.001	0.065	-0.085
Si	-1.767	2.11	33.37	0	-0.026	-0.053
Si	-1.634	5.93	33.527	-0.008	0.002	0.011
Si	-1.78	9.708	33.551	-0.02	0.016	-0.034
Si	-1.747	13.476	33.403	0.018	0.061	-0.056
Si	2.034	2.106	33.703	-0.002	-0.03	-0.025
Si	2.135	5.976	33.399	0.008	-0.01	-0.019
Si	2.07	9.808	33.525	-0.012	-0.005	0.006
Si	2.066	13.571	33.66	-0.003	0.035	0.035
Si	5.903	2.083	33.51	-0.002	-0.001	-0.036
Si	5.906	5.825	33.489	0.005	0.004	-0.033
Si	5.955	9.944	33.311	-0.005	-0.082	-0.051
Si	5.949	13.546	33.522	0.021	0.032	-0.066
Si	-5.612	4.058	34.988	0	0.013	0.057
Si	-5.677	7.915	34.757	0.036	-0.022	0.021
Si	-5.624	11.72	34.964	-0.003	-0.015	0.003
Si	-5.55	15.513	34.745	0	0.018	0.034
Si	-1.679	3.977	34.844	-0.013	-0.022	0.01
Si	-1.806	7.812	34.919	0.024	0.028	-0.001
Si	-1.679	11.649	34.887	-0.007	-0.018	0.007
Si	-1.811	15.505	34.72	-0.009	0.001	0.014
Si	2.028	4.103	34.897	0.01	0.012	0.015
Si	2.19	7.86	34.842	-0.016	-0.007	-0.013
Si	1.975	11.655	34.983	0.009	0.002	-0.016
Si	2.117	15.523	34.965	0.004	0.021	0.038
Si	5.9	3.972	34.93	0.009	0.012	0.049
Si	5.931	7.906	34.664	0.003	-0.019	-0.032
Si	5.941	11.676	34.928	-0.012	-0.038	-0.016
Si	5.943	15.518	34.818	-0.014	0.009	0.02
Si	7.827	4.015	36.286	0	-0.003	-0.008
Si	7.808	7.875	36.135	-0.014	-0.026	-0.018
Si	7.842	11.707	36.296	0	0.023	0.026
Si	7.895	15.52	36.143	0.01	-0.001	-0.017
Si	-3.625	4.02	36.225	-0.021	0.011	-0.018
Si	-3.76	7.86	36.2	-0.029	0.002	0.007
Si	-3.643	11.677	36.224	-0.019	0.019	-0.024
Si	-3.671	15.527	36.169	0.016	0.021	-0.005
Si	0.156	4.015	36.286	0.011	-0.014	0.016
Si	0.195	7.851	36.188	0.014	-0.005	-0.039
Si	0.123	11.673	36.359	0.01	0.003	0.054
Si	0.106	15.52	36.181	0.013	-0.022	-0.047
Si	3.97	4.021	36.25	0	-0.004	-0.027
Si	4.087	7.872	36.186	0.01	-0.006	0.021
Si	3.983	11.674	36.24	-0.005	0.021	-0.009
Si	4.06	15.533	36.257	-0.022	-0.002	0.015
Si	7.868	2.047	37.562	0.018	-0.003	-0.008
Si	7.825	5.973	37.57	0.001	0.001	0.005
Si	7.847	9.751	37.581	-0.009	-0.004	0.011
Si	7.853	13.652	37.593	-0.002	-0.016	0.005
Si	-3.664	2.068	37.55	0	0.009	0.015
Si	-3.696	5.944	37.58	-0.015	-0.013	-0.003
Si	-3.685	9.761	37.588	0.01	-0.01	0.001
Si	-3.668	13.618	37.563	-0.014	0.007	0.006
Si	0.155	2.05	37.576	0.008	0.007	0.02
Si	0.155	5.957	37.599	-0.006	0.005	0.003
Si	0.164	9.718	37.63	-0.004	0.014	0.018
Si	0.131	13.645	37.618	0.008	-0.012	0.013
Si	4.008	2.082	37.594	0.001	0.006	0.018
Si	4.034	5.955	37.578	-0.004	0.006	0.009
Si	4.023	9.76	37.595	0	-0.017	0.014
Si	4.015	13.606	37.598	0.004	0.002	0.009
Si	1.897	15.415	11.597	-0.017	-0.011	-0.003
Si	1.872	3.895	11.602	0.001	0.003	-0.003
Si	1.871	7.755	11.593	0.018	-0.007	-0.008
Si	1.875	11.592	11.554	0.021	0.007	-0.003
Si	5.714	15.433	11.554	0.004	0.008	-0.004
Si	5.687	3.91	11.549	0.006	-0.012	-0.012
Si	5.695	7.717	11.529	0.005	0.011	-0.011
Si	5.732	11.617	11.516	0.008	-0.019	-0.018
Si	9.574	15.406	11.535	0.007	-0.006	-0.002
Si	9.575	3.895	11.528	-0.001	0.006	-0.014
Si	9.58	7.745	11.49	-0.017	-0.007	-0.007
Si	9.591	11.578	11.545	-0.025	0.006	-0.007
Si	-1.951	15.36	11.552	0.001	-0.013	-0.011
Si	-1.958	3.899	11.587	-0.01	0.007	-0.002
Si	-1.936	7.754	11.589	-0.016	0.008	0.01
Si	-1.96	11.571	11.606	0.016	0.011	0.012
Si	1.868	1.958	12.96	0.003	-0.013	0.026
Si	1.87	5.833	12.965	-0.007	-0.012	0.018
Si	1.827	9.698	12.943	0.004	0.015	0.02
Si	1.956	13.478	12.957	0.005	0.004	0
Si	5.665	1.985	12.888	0.017	0.018	0.014
Si	5.68	5.817	12.939	-0.015	0.02	0.007
Si	5.719	9.673	12.812	0.001	0.002	-0.028
Si	5.729	13.516	12.922	0.011	-0.015	0.006
Si	9.605	1.954	12.861	-0.021	0.025	0.011
Si	9.493	5.844	12.846	0.001	-0.011	-0.024
Si	9.636	9.637	12.873	0	-0.016	0.01
Si	9.584	13.491	12.916	0.006	0.011	0.006
Si	-1.965	1.906	12.857	0.01	-0.012	-0.025
Si	-1.925	5.843	12.956	-0.012	-0.035	0.038
Si	-1.922	9.66	13.001	0.001	0.003	0.015
Si	-1.966	13.475	12.995	0.003	0.013	0.022
Si	-0.103	1.929	14.264	-0.016	-0.025	-0.038
Si	-0.003	5.848	14.396	-0.021	-0.004	-0.039
Si	-0.026	9.66	14.454	-0.006	0.008	0.013
Si	0.03	13.43	14.283	-0.005	0.011	-0.041
Si	3.784	1.958	14.346	-0.004	0.003	-0.033
Si	3.776	5.845	14.348	-0.012	-0.008	-0.006
Si	3.812	9.784	14.169	0.024	-0.003	-0.021
Si	3.875	13.51	14.378	-0.048	0.019	0.001
Si	7.641	2.038	14.132	-0.013	-0.01	-0.05
Si	7.604	5.845	14.285	0.043	-0.022	-0.023
Si	7.659	9.578	14.11	-0.017	0.022	-0.033
Si	7.656	13.492	14.257	0.033	0.012	-0.016
Si	11.535	1.848	14.226	-0.001	-0.014	-0.034
Si	11.424	5.849	14.132	0.003	0.002	-0.062
Si	11.52	9.664	14.328	0.014	-0.006	-0.005
Si	11.452	13.486	14.356	0.009	0.002	-0.026
Si	-0.023	15.353	15.578	-0.029	0.022	0.009
Si	-0.121	3.839	15.644	-0.006	0.009	0.03
Si	0.007	7.735	15.899	0.026	-0.008	0.033
Si	0.047	11.628	15.817	0.014	-0.025	0.017
Si	3.823	15.411	15.777	-0.034	0.027	0.043
Si	3.742	3.906	15.724	0.013	0.003	0.07
Si	3.798	7.907	15.511	-0.016	-0.01	0.022
Si	3.944	11.575	15.728	0.003	0.01	0.049
Si	7.643	15.518	15.454	0.001	0.013	-0.003
Si	7.639	3.904	15.588	-0.005	0	0.038
Si	7.566	7.774	15.635	-0.008	-0.007	0.056
Si	7.677	11.458	15.454	0.007	0	0.03
Si	11.46	15.39	15.765	0.035	0	0.049
Si	11.474	3.878	15.342	-0.001	0.004	-0.001
Si	11.453	7.674	15.6	-0.001	0	0.004
Si	11.495	11.578	15.758	0.008	0.003	0.007
Si	1.816	15.66	17.019	0.144	-0.239	-0.781
Si	1.767	3.447	16.97	0.086	0.216	-0.76
Si	2.068	8.247	17.069	-0.218	-0.278	-0.822
Si	2.063	11.4	17.124	-0.083	0.247	-0.811
Si	5.849	15.84	16.913	-0.166	-0.265	-0.814
Si	5.739	3.596	16.932	-0.075	0.215	-0.797
Si	5.637	8.447	16.849	0.185	0.277	-0.632
Si	5.92	10.874	16.879	-0.212	-0.244	-0.616
Si	9.424	15.844	16.925	0.176	-0.241	-0.725
Si	9.658	3.568	16.735	-0.21	0.081	-0.752
Si	9.515	7.997	16.905	0.008	-0.217	-0.837
Si	9.477	11.129	16.914	0.148	0.272	-0.787
Si	-1.896	15.029	16.936	-0.169	0.131	-0.802
Si	-2.151	4.234	16.801	0.198	-0.111	-0.723
Si	-2.079	7.368	17.005	0.178	0.176	-0.712
Si	-1.945	11.904	17.076	0.041	-0.17	-0.79
Si	-0.797	5.767	21.49	0.023	0.106	-0.131
Si	7.614	7.834	22.852	-0.04	0.021	-0.08
Si	-1.994	9.572	19.259	-0.029	0.028	-0.13
Si	-1.762	1.8	27.628	-0.004	-0.031	-0.004
Si	4.737	7.037	24.056	0.028	0.104	-0.083
Si	1.251	13.387	22.23	0.127	-0.091	-0.198
Si	7.887	10.255	29.601	0.002	0.186	0.654
Si	2.166	13.635	19.412	0.033	0	-0.185
Si	9.736	5.733	19.018	-0.005	0.077	-0.156
Si	3.185	2.797	21.182	0.018	-0.044	-0.035
Si	0.316	9.998	30.145	-0.067	-0.2	0.663
Si	3.959	12.463	25.792	-0.011	0.004	0.072
Si	5.098	4.588	19.753	0.082	0.037	-0.212
Si	-3.894	5.148	21.244	0.056	0.048	-0.088
Si	10.496	7.122	23.303	-0.032	0.091	-0.007
Si	-1.843	2.062	18.93	0.031	0.101	-0.202
Si	-3.968	2.074	21.171	-0.013	0.068	-0.063
Si	-2.093	4.328	25.746	-0.024	0.032	-0.024
Si	8.7	16.057	21.618	0.003	0.033	0.017
Si	7.69	11.881	19.21	-0.031	-0.022	-0.339
Si	-2.859	15.248	25.612	-0.046	0.095	-0.013
Si	3.999	7.403	19.238	0.042	0.075	-0.345
Si	8.543	3.153	23.427	0.074	-0.06	-0.052
Si	1.209	13.62	26.867	0.01	-0.006	0.052
Si	2.514	10.803	23.63	-0.03	0.085	0.049
Si	-0.332	8.099	27.742	-0.085	0.003	0.132
Si	3.355	4.289	23.977	-0.075	0.101	-0.035
Si	7.597	14.86	19.17	0.034	0.024	-0.324
Si	3.597	15.028	21.627	-0.02	-0.038	-0.202
Si	8.511	10.747	21.94	0.054	0.015	-0.013
Si	0.756	5.74	29.112	0.018	0.117	0.265
Si	-3.899	9.718	21.865	0.037	0.045	-0.132
Si	-4.358	6.458	26.148	-0.046	-0.016	0.073
Si	7.299	15.414	30.304	0.115	-0.07	0.136
Si	8.146	5.953	27.123	-0.021	0.164	0.027
Si	5.424	14.682	24.028	-0.037	-0.041	0.004
Si	-0.375	12.743	29.481	-0.019	0.091	0.131
Si	3.1	8.612	21.861	0.009	-0.057	-0.079
Si	-3.31	8.785	27.806	0.031	-0.007	0.036
Si	-4.909	11.33	28.038	-0.093	0.001	0.104
Si	7.298	3.104	26.268	0.111	-0.005	0.024
Si	-0.029	8.775	21.27	0.046	-0.016	-0.053
Si	7.656	5.286	21.246	-0.02	0.013	0.009
Si	-3.336	13.395	29.899	-0.051	-0.177	0.691
Si	4.153	15.263	30.396	-0.088	0.003	0.146
Si	4.615	1.892	25.612	0.095	-0.091	-0.022
Si	0.722	2.614	29.214	-0.004	0.023	0.186
Si	-0.766	13.399	24.312	-0.012	-0.007	0.164
Si	8.659	16.102	27.759	0.044	-0.055	0.119
Si	-3.807	2.401	24.06	-0.024	-0.055	0.109
Si	-1.412	10.374	23.526	0.025	-0.018	-0.065
Si	8.453	7.391	29.834	0.024	-0.009	0.092
Si	5.507	7.697	26.913	0.017	-0.068	0.116
Si	-4.168	16.413	29.439	0.081	-0.082	0.158
Si	-4.016	8.365	30.743	0.014	0.358	0.493
Si	2.708	16.097	27.847	-0.104	0.017	0.205
Si	0.449	5.57	24.288	-0.015	0.004	0.1
Si	8.348	13.568	23.452	-0.05	-0.025	-0.016
Si	0.692	3.782	19.704	0.009	0.06	-0.152
Si	3.318	10.011	30.063	0.268	0.142	0.686
Si	9.947	13.697	26.161	0.037	0.018	0.007
Si	0.476	8.68	24.973	-0.017	0.05	0.046
Si	3.644	6.934	29.356	0.009	-0.056	0.102
Si	5.441	10.717	27.874	0.016	-0.064	0.113
Si	1.899	15.419	0.633	0.001	0.006	-0.002
Si	1.867	3.896	0.643	-0.01	-0.005	-0.003
Si	1.879	7.723	0.654	0.006	0.009	0.014
Si	1.896	11.59	0.644	0.002	-0.022	0.009
Si	5.729	0.035	0.658	0.005	0.005	-0.013
Si	5.718	3.921	0.667	0.004	0.026	-0.004
Si	5.721	7.702	0.68	0.011	0.005	0.014
Si	5.712	11.595	0.687	0.008	-0.014	0.004
Si	9.571	15.405	0.66	-0.001	-0.014	-0.003
Si	9.587	3.907	0.652	0.009	0.009	-0.004
Si	9.591	7.712	0.677	-0.006	0.01	0.009
Si	9.573	11.594	0.663	-0.01	-0.01	0.008
Si	13.435	0.037	0.652	-0.014	-0.004	-0.01
Si	13.423	3.908	0.677	0.004	-0.009	0
Si	13.429	7.73	0.673	-0.003	0.02	0.013
Si	13.425	11.591	0.673	-0.008	-0.005	0.014
Si	1.878	1.962	1.996	-0.011	0.003	0.002
Si	1.884	5.807	2.024	0.011	-0.005	0.008
Si	1.881	9.659	2.005	-0.005	0.001	0.002
Si	1.893	13.508	2.013	0.003	0.004	-0.003
Si	5.727	1.974	2.005	-0.016	-0.008	-0.012
Si	5.72	5.808	2.063	-0.009	-0.001	0.014
Si	5.726	9.648	2.019	-0.008	0.001	0.002
Si	5.724	13.515	2.043	-0.003	0.001	0.006
Si	9.577	1.966	2.001	0.008	0.002	-0.016
Si	9.584	5.803	2.048	-0.007	-0.001	0.004
Si	9.576	9.657	2.015	0.006	-0.003	-0.002
Si	9.579	13.502	2.041	0.007	0.006	0.006
Si	13.434	1.965	2.012	0.019	0.009	-0.002
Si	13.42	5.819	2.046	-0.007	-0.007	0.001
Si	13.432	9.66	2.024	0.013	0.001	0.002
Si	13.417	13.513	2.03	-0.009	0.001	0.004
Si	-0.034	1.962	3.375	-0.006	-0.006	0.003
Si	-0.036	5.811	3.391	-0.005	0.002	0.001
Si	-0.033	9.661	3.38	-0.007	-0.003	-0.001
Si	-0.035	13.509	3.375	-0.001	-0.001	0.002
Si	3.8	1.969	3.367	-0.005	0.007	0.002
Si	3.792	5.808	3.405	0.006	0.001	0.007
Si	3.801	9.653	3.377	0.002	-0.006	-0.006
Si	3.799	13.513	3.394	0.003	0.001	-0.003
Si	7.654	1.969	3.372	0.002	0.014	-0.006
Si	7.656	5.808	3.404	0	0.008	-0.002
Si	7.652	9.655	3.38	-0.004	-0.002	-0.003
Si	7.653	13.507	3.397	0.001	-0.012	0
Si	11.502	1.964	3.37	0.008	-0.014	-0.002
Si	11.503	5.809	3.41	0.001	0.003	0.001
Si	11.501	9.659	3.38	0.003	0.008	-0.002
Si	11.502	13.509	3.399	-0.009	0	0.006
Si	-0.039	15.43	4.742	0	0.008	-0.001
Si	-0.038	3.881	4.744	0.006	-0.007	-0.007
Si	-0.038	7.74	4.744	0.01	0.005	-0.006
Si	-0.037	11.585	4.737	0.003	-0.002	-0.004
Si	3.8	15.44	4.745	-0.008	-0.008	-0.002
Si	3.797	3.879	4.752	-0.008	0.008	0.002
Si	3.797	7.739	4.753	-0.008	-0.007	0
Si	3.803	11.578	4.739	-0.002	0.001	-0.008
Si	7.654	15.438	4.749	0	-0.012	0
Si	7.654	3.88	4.756	-0.003	0.013	0.003
Si	7.654	7.738	4.754	-0.001	-0.012	-0.001
Si	7.652	11.576	4.747	-0.002	0.006	-0.001
Si	11.501	15.439	4.749	0.002	0.004	0.001
Si	11.504	3.876	4.755	0.004	0.005	-0.004
Si	11.501	7.741	4.756	-0.004	-0.003	-0.001
Si	11.502	11.578	4.748	0.006	0.002	0.002
Si	1.878	15.435	6.11	-0.003	-0.002	0.005
Si	1.875	3.881	6.115	-0.007	-0.002	0.005
Si	1.874	7.741	6.115	-0.008	0.002	0.006
Si	1.882	11.58	6.102	0.006	0.005	-0.002
Si	5.724	15.435	6.106	-0.009	0.01	0.002
Si	5.723	3.884	6.111	0	-0.006	0.006
Si	5.725	7.735	6.109	0.005	0.012	0.002
Si	5.723	11.582	6.102	-0.01	-0.011	-0.002
Si	9.58	15.438	6.113	0.014	0.006	0.002
Si	9.58	3.881	6.118	0.005	-0.01	0.002
Si	9.577	7.739	6.117	-0.005	0.01	0.002
Si	9.578	11.577	6.108	-0.005	-0.004	0.003
Si	13.426	15.435	6.108	-0.006	-0.008	0.002
Si	13.431	3.877	6.114	0.012	-0.001	0.001
Si	13.43	7.74	6.11	0.01	-0.003	0
Si	13.43	11.58	6.104	-0.002	0.004	0.005
Si	1.872	1.963	7.485	-0.003	-0.002	0.001
Si	1.867	5.812	7.466	0.01	0	-0.003
Si	1.874	9.666	7.475	0.006	0.001	-0.003
Si	1.882	13.504	7.458	-0.001	-0.008	-0.004
Si	5.718	1.965	7.478	0.002	-0.003	-0.001
Si	5.719	5.81	7.471	-0.008	0.005	0.004
Si	5.721	9.662	7.464	-0.002	0.001	-0.001
Si	5.722	13.507	7.463	0.003	-0.011	-0.003
Si	9.581	1.965	7.492	-0.008	0.006	0.003
Si	9.578	5.811	7.474	0.007	0.006	0.001
Si	9.581	9.659	7.481	-0.005	-0.003	0.001
Si	9.582	13.505	7.462	-0.005	-0.003	-0.001
Si	13.431	1.96	7.489	0.005	0.002	-0.002
Si	13.437	5.809	7.464	-0.012	0.002	-0.005
Si	13.433	9.662	7.475	0.002	0.002	0.003
Si	13.427	13.506	7.46	0.007	0.007	0
Si	-0.039	1.955	8.866	0.003	-0.006	0.003
Si	-0.041	5.812	8.849	-0.001	-0.004	-0.006
Si	-0.039	9.671	8.852	0.007	0.005	-0.005
Si	-0.038	13.503	8.821	-0.002	0.004	-0.007
Si	3.794	1.969	8.845	0.001	-0.001	-0.003
Si	3.783	5.815	8.824	-0.02	0.002	-0.001
Si	3.799	9.658	8.828	0.009	0.005	-0.006
Si	3.796	13.507	8.825	-0.015	-0.003	-0.004
Si	7.642	1.963	8.837	-0.004	-0.001	-0.002
Si	7.647	5.808	8.828	0.007	0.002	0.006
Si	7.642	9.669	8.823	-0.02	0	-0.007
Si	7.654	13.512	8.814	0.005	-0.006	-0.002
Si	11.511	1.964	8.855	0.007	-0.002	0.002
Si	11.517	5.815	8.82	0.024	-0.005	-0.006
Si	11.513	9.657	8.838	-0.004	-0.001	-0.001
Si	11.508	13.491	8.823	0.001	0.009	-0.005
Si	-0.02	15.398	10.211	-0.014	0.004	-0.003
Si	-0.041	3.889	10.22	0.004	-0.02	0.014
Si	-0.035	7.743	10.208	0.007	0.025	0.005
Si	-0.053	11.604	10.21	0.003	-0.009	-0.003
Si	3.794	15.424	10.197	0.005	0	0.01
Si	3.771	3.904	10.196	0.008	-0.003	0.002
Si	3.773	7.733	10.189	0.002	0.006	-0.006
Si	3.796	11.582	10.182	-0.002	-0.02	-0.004
Si	7.642	15.421	10.19	-0.003	0.015	-0.005
Si	7.631	3.885	10.196	-0.002	-0.009	0.008
Si	7.631	7.742	10.172	0.011	0.02	-0.002
Si	7.665	11.598	10.178	-0.009	-0.009	-0.008
Si	11.509	15.402	10.191	0.008	0.009	0.004
Si	11.516	3.91	10.198	0	-0.001	-0.001
Si	11.535	7.727	10.191	-0.008	0.013	-0.005
Si	11.521	11.577	10.205	-0.006	-0.025	0.002
O	1.846	1.864	17.407	0.001	0.037	0.372
O	-1.61	16.063	18.152	0.362	0.025	0.308
O	10.116	1.145	20.997	0.037	-0.319	-0.233
O	-3.2	5.344	26.373	0.142	-0.226	0.378
O	-2.354	8.299	18.32	-0.397	0.024	0.157
O	1.98	9.818	17.557	-0.252	0.015	0.162
O	1.655	14.813	18.412	-0.279	0.064	0.24
O	7.55	8.664	29.392	-0.441	-0.157	-0.234
O	6.25	15.048	18.284	-0.308	-0.12	0.469
O	5.811	4.475	18.303	0.511	0.429	0.013
O	4.16	5.896	19.769	-0.273	-0.025	0.124
O	9.574	2.043	17.342	0.291	-0.027	0.565
O	7.643	15.901	20.402	-0.498	0.232	0.278
O	10.022	4.591	17.932	0.173	0.084	0.234
O	0.269	6.079	30.624	-0.455	-0.245	-0.117
O	9.589	9.561	17.379	0.175	-0.067	0.108
O	4.198	10.67	28.895	-0.255	0.446	-0.14
O	-2.947	10.301	23.038	-0.399	0.093	0.496
O	-2.093	5.767	17.414	-0.042	0.024	0.447
O	-1.951	13.491	17.535	-0.295	0.071	0.287
O	7.527	13.376	19.78	-0.212	-0.011	0.529
O	2.599	7.455	18.401	-0.28	-0.266	0.256
O	-0.135	13.851	22.893	-0.151	0.613	-0.399
O	3.37	3.742	22.465	0.313	0.428	-0.114
O	5.734	15.386	30.61	-0.129	0.104	0.475
O	0.236	15.544	31.843	0.076	-0.056	-0.386
O	3.954	8.386	20.517	0.154	0.238	0.007
O	7.728	6.557	31.003	-0.41	0.149	-0.19
O	-2	10.943	18.395	0.108	0.1	0.298
O	-1.81	15.873	26.678	0.502	-0.361	0.18
O	-3.998	12.238	28.998	0.253	-0.282	0.126
O	9.03	11.903	18.281	0.304	0.486	0.399
O	-3.082	9.699	20.459	-0.087	0.191	0.01
O	5.29	7.832	18.346	0.342	-0.272	0.606
O	3.72	13.818	30.975	-0.354	-0.245	-0.443
O	4.192	3.285	20.014	0.237	-0.342	-0.514
O	3.745	3.024	24.881	-0.14	0.017	0.077
O	-4.014	14.815	29.549	-0.109	0.021	-0.249
O	9.493	5.919	26.205	-0.142	-0.136	-0.359
O	1.525	15.15	27.284	-0.476	0.18	-0.009
O	-3.443	6.907	31.216	0.161	-0.063	-0.177
O	8.285	4.423	22.459	-0.055	0.29	0.167
O	1.673	12.018	22.984	-0.343	-0.264	-0.105
O	3.621	16.525	26.612	-0.176	0.043	-0.089
O	-0.839	7.386	21.509	-0.43	0.054	0.282
O	7.956	16.685	31.067	0.117	0.081	-0.452
O	-2.302	5.212	21.408	-0.002	-0.043	0.163
O	0.045	5.157	20.254	0.215	0.56	-0.321
O	9.329	10.624	28.941	0.11	-0.271	-0.05
O	-1.005	9.265	24.638	-0.337	-0.222	0.46
O	6.941	14.121	24.038	-0.07	-0.135	0.258
O	0.627	4.168	28.812	-0.224	0.064	-0.277
O	6.364	11.431	18.375	-0.232	-0.115	0.441
O	-0.444	2.674	19.41	-0.015	-0.425	0.008
O	-0.089	5.216	22.817	-0.078	-0.258	-0.204
O	3.574	11.324	24.715	0.211	-0.363	-0.094
O	2.345	14.536	22.529	-0.151	0.274	0.795
O	5.284	16.201	24.592	0.089	-0.024	-0.251
O	5.096	11.861	26.784	0.362	0.194	0.144
O	-0.466	1.745	28.568	-0.027	-0.301	0.202
O	8.147	1.787	22.648	-0.56	0.042	-0.12
O	9.439	13.513	24.646	0.288	0.043	-0.021
O	-4.078	1.649	30.914	-0.154	-0.307	-0.242
O	0.418	12.929	28.099	-0.127	-0.025	-0.373
O	3.66	15.29	28.875	0.288	-0.249	-0.448
O	9.383	7.113	18.266	-0.066	0.17	0.566
O	0.639	7.176	24.401	0.036	0.13	-0.056
O	1.811	10.605	29.919	0.081	0.408	-0.016
O	2.335	12.315	18.469	0.288	0.025	0.302
O	-4.25	7.586	27.293	-0.19	0.087	0.369
O	-3.326	1.85	22.628	0.6	-0.231	0.057
O	8.952	15.041	18.274	0.362	-0.249	0.394
O	5.771	2.636	26.456	-0.263	-0.059	0.518
O	1.521	4.231	18.38	0.375	0.436	0.187
O	-5.57	16.679	28.716	-0.09	0.317	0.103
O	8.203	12.072	22.83	-0.355	-0.087	-0.091
O	11.037	5.989	19.94	0.45	0.562	-0.163
O	7.868	3.944	31.661	0.011	-0.037	-0.489
O	11.002	3.627	21.018	-0.2	-0.073	-0.162
O	7.459	15.61	28.72	-0.438	0.04	-0.318
O	-0.185	6.509	28.032	-0.306	-0.209	-0.462
O	-1.773	13.552	29.477	0.191	0.282	-0.198
O	2.091	1.984	28.633	0.328	0.16	0.059
O	1.661	3.021	20.729	-0.224	-0.38	0.475
O	7.945	14.012	30.822	0.17	-0.056	-0.49
O	-0.48	9.317	19.807	0.598	0.266	-0.174
O	8.247	1.912	26.78	0.365	0.144	-0.049
O	0.494	13.228	30.76	0.397	-0.082	-0.212
O	3.915	3.815	31.692	-0.175	-0.003	-0.464
O	5.674	9.285	27.166	0.215	0.092	-0.407
O	-3.058	1.764	28.563	0.045	0.501	0.115
O	3.317	10.112	22.409	0.38	0.261	-0.39
O	-5.572	8.049	30.398	-0.27	-0.052	-0.03
O	4.928	14.661	22.474	0.315	-0.082	-0.38
O	-2.013	14.398	24.537	-0.051	-0.04	-0.467
O	-4.089	7.13	24.7	0.564	0.222	-0.175
O	6.225	7.52	23.617	0.088	-0.083	0.316
O	-3.669	4.178	31.674	0.088	0.026	-0.534
O	-0.466	9.986	22.258	0.237	0.358	-0.046
O	-1.192	11.844	24.154	-0.226	-0.08	0.26
O	5.776	2.022	17.364	-0.276	0.118	0.257
O	10.075	2.999	23.955	0.09	0.107	0.337
O	4.538	13.74	24.997	-0.308	0.061	0.228
O	-2.843	1.686	20.113	0.108	-0.568	0.115
O	-3.209	8.76	29.411	0.584	0.098	0.272
O	2.619	12.865	26.606	0.099	-0.121	0.467
O	4.257	6.174	30.647	0.451	-0.106	-0.392
O	-3.9	14.194	26.258	0.26	-0.112	0.375
O	4.581	7.542	25.589	-0.591	-0.081	0.178
O	1.899	4.852	24.458	-0.049	-0.026	0.208
O	-3.727	16.502	25.045	-0.27	-0.022	0.121
O	8.938	7.375	23.672	0.023	-0.009	0.38
O	8.887	14.627	22.35	0.226	-0.27	0.016
O	6.959	6.984	26.68	0.124	0.082	-0.177
O	3.49	1.236	21.434	0.254	-0.093	0.15
O	10.123	10.582	21.793	0.01	0.143	-0.209
O	0.589	2.55	30.828	0.032	0.487	-0.159
O	-0.706	5.058	25.318	0.158	0.009	0.379
O	6.189	4.707	20.929	-0.34	-0.267	0.453
O	7.798	9.417	22.554	-0.057	-0.043	0.04
O	0.091	8.779	29.127	0.146	-0.282	0.041
O	9.819	12.264	26.902	-0.453	-0.079	-0.383
O	8.644	6.383	28.6	0.407	-0.216	-0.037
O	-3.97	10.194	27.356	0.005	-0.015	-0.503
O	3.56	16.549	31.185	-0.396	-0.128	-0.146
O	3.233	8.412	29.844	-0.385	0.073	0.357
O	-0.723	11.177	29.729	-0.513	-0.184	-0.085
O	7.543	4.456	27.115	-0.297	-0.205	0.431
O	10.752	5.71	22.564	-0.291	-0.249	0.114
O	4.743	7.005	28.174	0.222	-0.39	-0.149
O	-1.733	3.188	26.822	0.133	0.304	-0.084
O	8.531	5.163	19.908	-0.388	-0.357	-0.121
O	-2.798	3.583	24.492	-0.015	0.3	-0.314
O	9.061	14.821	26.886	-0.209	0.043	-0.102
O	7.878	10.902	20.464	-0.199	-0.306	0.015
O	-2.523	3.193	18.001	-0.296	-0.073	0.345
O	2.3	6.178	28.882	0.107	-0.322	-0.413
O	4.503	5.434	24.078	0.514	-0.129	0.025
O	3.607	7.616	23.041	-0.224	0.004	0.281
O	1.569	9.693	24.345	0.003	-0.292	-0.109
O	1.124	13.245	20.608	-0.689	-0.351	-0.183
O	7.591	6.88	21.542	-0.18	0.162	-0.682
O	0.29	13.541	25.536	0.163	0.042	-0.147
O	-4.318	8.22	22.278	0.086	-0.338	-0.166
O	1.534	8.427	21.463	-0.048	-0.46	-0.279
O	6.762	11.08	28.755	0.039	0.744	-0.053
O	-1.815	8.527	27.274	-0.031	0.236	-0.472
O	0.667	8.593	26.574	0.592	0.186	0.036
O	3.491	14.212	20.2	0.528	0.125	-0.244
O	7.59	3.366	24.704	-0.435	0.216	-0.341

Results
total energy: -103426.776 eV
total energy less fixed offsets of O -438.35, Si -107.03 eV per atom: 0.284 eV
